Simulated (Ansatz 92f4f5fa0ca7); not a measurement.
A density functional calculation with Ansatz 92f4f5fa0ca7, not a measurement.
Periodic cell of 240 atoms, Si147O87H6, from a study of silicon, its oxide and their interface. The atomic structure is a simulated model.
Doubt: the cutoff is far below the 930 eV that the study's wrapper takes by default for these files, so forces and energies are approximate.
This geometry differs little from another in the collection (a relaxation step or a small displacement).

Settings: functional PBE; potential files Ansatz PAW; basis plane waves; wave-function cutoff 580 eV; density cutoff ratio 5; exchange-correlation grid ratio 1; k mesh 1 x 1 x 1, Gamma-centred; self-consistency stop 5e-08 eV per atom in the density residual; occupations fixed; spin none; net charge 0.

Cell vectors (angstrom)
a  11.6015  0  0
b  0  10.938  0
c  0  0  32.9861

Atoms: element, x, y, z (angstrom)
Si  0.1188  -0.0942  24.2283
Si  4.0043  0.04  24.2236
Si  7.8621  0.0011  24.3818
Si  2.0213  1.3036  24.2641
Si  5.9602  1.3741  24.2162
Si  9.8283  1.2934  24.3855
Si  0.0007  5.4487  24.26
Si  4.0527  5.641  24.3251
Si  7.8697  5.1728  24.4562
Si  1.9881  6.7666  24.3485
Si  6.0915  6.7396  24.517
Si  9.6181  6.7227  24.3696
Si  1.9716  2.7237  26.1665
Si  5.8374  2.6497  26.2188
Si  9.7552  2.6434  26.309
Si  0.0256  4.0886  26.2142
Si  3.9384  4.0522  26.1129
Si  7.794  3.9344  26.3849
Si  2.0018  8.2381  26.1918
Si  5.8967  8.205  26.339
Si  9.7261  8.1592  26.2538
Si  0.048  9.545  26.195
Si  3.9682  9.5845  26.1657
Si  7.8217  9.5657  26.3048
Si  0.0639  -0.0206  28.1435
Si  3.8901  -0.0293  28.1334
Si  7.784  0.0112  28.1919
Si  1.9802  1.378  28.1286
Si  5.8177  1.3256  28.1714
Si  9.7393  1.3256  28.216
Si  0.0615  5.4694  28.1495
Si  3.9054  5.4268  28.1004
Si  7.7795  5.4605  28.1824
Si  1.9966  6.8404  28.1248
Si  5.8299  6.7989  28.2049
Si  9.721  6.8141  28.1793
Si  1.9336  2.7345  30.0869
Si  5.8008  2.7345  30.0869
Si  9.6679  2.7345  30.0869
Si  0  4.1018  30.0869
Si  3.8672  4.1018  30.0869
Si  7.7343  4.1018  30.0869
Si  1.9336  8.2035  30.0869
Si  5.8008  8.2035  30.0869
Si  9.6679  8.2035  30.0869
Si  0  9.5708  30.0869
Si  3.8672  9.5708  30.0869
Si  7.7343  9.5708  30.0869
Si  0  0  32.0205
Si  3.8672  0  32.0205
Si  7.7343  0  32.0205
Si  1.9336  1.3673  32.0205
Si  5.8008  1.3673  32.0205
Si  9.6679  1.3673  32.0205
Si  0  5.469  32.0205
Si  3.8672  5.469  32.0205
Si  7.7343  5.469  32.0205
Si  1.9336  6.8362  32.0205
Si  5.8008  6.8362  32.0205
Si  9.6679  6.8362  32.0205
Si  1.9336  2.7345  0.9679
Si  5.8008  2.7345  0.9679
Si  9.6679  2.7345  0.9679
Si  0  4.1018  0.9679
Si  3.8672  4.1018  0.9679
Si  7.7343  4.1018  0.9679
Si  1.9336  8.2035  0.9679
Si  5.8008  8.2035  0.9679
Si  9.6679  8.2035  0.9679
Si  0  9.5708  0.9679
Si  3.8672  9.5708  0.9679
Si  7.7343  9.5708  0.9679
Si  -0.0528  -0.0009  2.9074
Si  3.7902  0.0126  2.8982
Si  7.6849  0.0337  2.8703
Si  1.8626  1.4056  2.9372
Si  5.7284  1.3659  2.8966
Si  9.6309  1.3742  2.8958
Si  -0.0366  5.489  2.9068
Si  3.8315  5.5022  2.8669
Si  7.7136  5.4824  2.8864
Si  1.8932  6.8632  2.9222
Si  5.78  6.8431  2.8809
Si  9.6361  6.8613  2.928
Si  1.8603  2.8214  4.8673
Si  5.7157  2.7614  4.8039
Si  9.6339  2.7399  4.8246
Si  -0.1083  4.2013  4.8828
Si  3.807  4.1722  4.7843
Si  7.6777  4.0537  4.757
Si  1.8611  8.245  4.8662
Si  5.769  8.2439  4.7763
Si  9.5733  8.2217  4.8886
Si  -0.0803  9.591  4.8518
Si  3.8311  9.5804  4.8151
Si  7.6951  9.6515  4.8003
Si  -0.002  0.0516  6.7544
Si  3.8952  0.0296  6.717
Si  7.7275  0.1392  6.7195
Si  1.961  1.3542  6.7321
Si  5.7795  1.4451  6.7631
Si  9.7105  1.4516  6.8111
Si  -0.2975  5.646  6.8308
Si  3.7017  5.5819  6.6773
Si  7.4965  5.3526  6.6821
Si  1.7315  6.8605  6.7929
Si  5.7053  6.8579  6.6836
Si  9.2707  6.8903  6.8664
O  8.7754  7.7754  8.2308
O  2.0785  2.2563  8.1246
O  6.0588  7.8538  7.9911
O  7.3892  4.4249  8.0754
O  5.7542  2.3131  8.1957
O  7.5791  10.1123  8.0554
O  11.3061  4.7049  8.1992
O  1.77  7.7153  8.2371
O  9.5966  4.1824  10.2038
O  9.1387  7.6457  23.0534
O  8.0093  4.1587  23.1253
O  7.8759  9.9868  23.0141
O  2.2049  7.3225  22.7539
O  4.1318  5.4664  22.6285
O  0.1271  9.8738  22.8528
O  6.1331  2.307  22.8261
O  11.5124  4.4529  22.8914
O  6.398  7.7593  23.2234
Si  9.0485  11.8989  20.4028
Si  6.4281  3.5278  9.0511
Si  13.3619  2.5028  9.6924
Si  -2.7338  7.403  15.3126
Si  0.9867  3.0442  19.0502
Si  -0.4373  -3.6296  19.7751
Si  7.388  8.599  8.6132
Si  -4.2645  5.9135  13.0443
Si  5.9337  11.2476  16.2762
Si  7.7635  8.4116  22.6085
Si  7.3028  3.1589  22.0373
Si  14.5623  6.2299  21.765
Si  11.9469  4.8348  21.3616
Si  11.8779  7.988  14.9854
Si  1.9619  11.0977  19.2687
Si  4.4797  9.7863  18.5591
Si  -1.008  3.5434  9.0849
Si  1.5299  0.7587  12.1001
Si  8.5306  3.4845  11.2336
Si  -1.39  12.2527  12.9909
Si  3.6551  4.5799  18.0489
Si  8.3762  7.0258  18.2734
Si  3.3776  -1.7897  11.8152
Si  0.5893  -0.0344  16.4174
Si  2.2697  -3.4211  9.7657
Si  3.8637  4.8217  10.4202
Si  1.7814  5.4304  14.4787
Si  7.2694  9.3283  19.7805
Si  6.5768  -6.3715  19.3386
Si  1.2701  7.2372  12.4033
Si  0.9514  2.3841  14.4666
Si  -0.1364  10.0307  21.2419
Si  4.559  4.8358  13.5668
Si  -3.6339  -0.7548  14.0818
Si  2.694  7.2505  18.9265
Si  7.5227  2.61  17.087
Si  10.2546  1.8732  17.5681
Si  5.0027  2.9617  15.6567
Si  6.5634  8.6802  11.7089
O  -0.0106  2.8119  17.7643
O  -4.2173  5.965  19.0446
O  12.8789  1.2001  15.5697
O  3.3174  6.2631  9.881
O  8.2396  6.7533  16.6683
O  6.6728  4.1368  20.9023
O  0.2456  8.1232  13.3347
O  0.1866  2.8299  9.9198
O  10.4627  7.4633  15.5486
O  5.2461  4.4822  9.6397
O  5.1903  -0.8829  17.1007
O  9.7967  2.4654  8.1429
O  4.6434  3.2926  14.107
O  -2.0054  1.6001  19.0209
O  -0.9274  0.4712  16.8149
O  3.3951  6.9858  20.3957
O  7.2893  3.3877  18.4835
O  2.7947  7.8399  12.6243
O  4.2111  15.8287  11.9968
O  8.4006  -2.0065  15.021
O  4.0689  3.8364  16.6662
O  -1.2319  0.3078  21.1208
O  3.4031  16.4963  14.453
O  1.384  10.6548  17.8102
O  9.9507  6.9226  18.7458
O  1.3086  3.9199  14.9466
O  1.9537  -5.9083  21.3334
O  4.9751  4.6327  19.0114
O  5.0042  9.168  11.938
O  -0.4389  -4.7376  20.969
O  5.6515  9.4672  19.6384
O  -3.6817  -0.1472  20.0373
O  7.624  8.3241  21.005
O  7.8786  8.5732  18.4736
O  -3.6473  4.6365  12.2361
O  13.9395  -7.1007  18.6517
O  15.1964  0.0868  19.1811
O  -2.3435  2.2328  12.0132
O  8.3798  13.0565  21.3498
O  1.5066  1.6505  19.6671
O  9.107  13.5817  16.6883
O  3.0101  8.9075  10.2253
O  4.745  1.3718  15.8949
O  0.0601  3.7127  20.2242
O  1.2192  -5.2481  12.9461
O  14.7392  6.1104  17.8462
O  12.9177  -0.7135  20.4939
O  3.383  8.6022  18.3593
O  -4.8939  10.8464  14.8949
O  -0.1258  0.5166  12.2257
O  1.2908  6.7339  15.3707
O  7.4647  9.6669  12.6293
O  1.0469  18.2759  19.0418
O  8.4899  6.4399  14.0596
O  -2.376  0.2612  13.7827
O  2.7158  3.7066  10.1946
O  7.0948  8.819  10.1863
O  -4.3077  13.8604  10.3059
O  12.2094  9.47  15.6128
O  14.1293  -0.5134  12.4125
O  1.8457  12.928  13.144
O  1.998  12.1048  10.591
O  -0.6466  2.3066  14.0771
O  6.0013  5.5129  13.8868
O  -0.7825  8.7257  20.5072
O  6.8362  7.1116  12.0576
O  6.5985  -7.6518  15.9193
O  7.0172  1.0531  17.2647
O  0.9829  7.2767  10.7904
H  3.8535  -0.8031  7.9659
H  3.6998  4.572  7.7715
H  0.0081  -0.7979  7.9976
H  9.8664  2.2606  -9.6954
H  1.9931  2.1731  -9.9162
H  3.9776  -0.8723  -9.9222

Results
free energy: -143023.226 eV
free energy less fixed offsets of H -15.97, O -568.88, Si -635.61 eV per atom: -0.176 eV

Forces (eV/angstrom), in the order of the atoms: element, x, y, z
Si  -0.0042  0.0461  -0.0471
Si  0.0217  0.1826  0.3376
Si  -0.0292  -0.0097  0.0606
Si  0.0125  -0.2081  0.3399
Si  0.0941  0.0064  0.0147
Si  -0.0503  -0.2809  0.3352
Si  -0.0289  -0.0479  -0.0644
Si  -0.0044  -0.0037  0.0031
Si  0.0298  -0.0855  -0.008
Si  0.0516  -0.0072  -0.018
Si  -0.0005  0.1018  0.0115
Si  -0.0446  0.027  -0.0164
Si  0.0109  -0.0067  0.0206
Si  0.0211  0.0284  0.0358
Si  0.0406  0.0819  0.023
Si  -0.0316  -0.0406  0.0706
Si  0.037  -0.0552  0.0563
Si  -0.0249  -0.0349  0.0121
Si  -0.0515  0.0708  0.0186
Si  0.0897  0.0243  0.0208
Si  -0.0265  0.0524  0.0486
Si  0.0592  -0.078  0.0634
Si  -0.0149  -0.0301  0.0151
Si  -0.0345  -0.0482  -0.0095
Si  -0.0213  0.0508  -0.0322
Si  0.0357  0.0479  0.0321
Si  0.0013  0.0637  0.0191
Si  -0.0348  -0.0337  0.0028
Si  0.0061  -0.0338  -0.0586
Si  -0.0004  -0.0775  0.0439
Si  -0.0106  0.0185  -0.0642
Si  -0.0322  0.0692  -0.0365
Si  0.0066  0.0549  -0.0134
Si  0.0163  -0.0636  -0.0039
Si  0.0039  -0.0373  -0.0236
Si  -0.0069  -0.0693  0.0091
Si  0.0454  -0.0285  -0.0606
Si  -0.0144  -0.0103  -0.0507
Si  0.073  0.0592  0.2001
Si  0.0843  -0.0344  -0.0329
Si  -0.0039  -0.0578  -0.2065
Si  0.0359  -0.093  0.1838
Si  0.075  -0.0479  -0.0629
Si  -0.0139  -0.0444  0.2199
Si  0.0358  0.0332  0.0844
Si  0.1213  -0.1157  -0.0531
Si  -0.0505  -0.0702  -0.0621
Si  0.0239  -0.0963  0.1304
Si  0.0025  0.074  0.0115
Si  0.0088  0.0507  -0.0093
Si  -0.0032  -0.0134  0.0219
Si  -0.0031  -0.0736  -0.0149
Si  0.0079  -0.0435  -0.0099
Si  0.0126  0.0039  0.0152
Si  0.0133  0.0713  0.0162
Si  -0.0092  0.0722  -0.039
Si  -0.0132  -0.0056  0.0261
Si  -0.0059  -0.1109  -0.0199
Si  -0.0123  0.0432  0.0104
Si  0.0078  -0.0643  0.018
Si  -0.0746  0.0332  0.0968
Si  -0.0739  0.0589  0.0348
Si  -0.0121  0.0602  -0.0071
Si  -0.0354  0.0415  0.0578
Si  -0.0295  -0.0004  -0.1249
Si  0.0256  0.0173  -0.0438
Si  -0.0468  0.0878  0.0404
Si  0.0228  0.0714  -0.0929
Si  -0.0224  0.0749  0.1338
Si  -0.0062  -0.004  0.0001
Si  -0.1128  0.0192  0.0068
Si  -0.0416  0.0319  -0.0925
Si  -0.0145  0.0738  -0.0215
Si  0.0274  0.0643  -0.0184
Si  0.0075  0.0681  -0.0241
Si  0.005  -0.0562  -0.0307
Si  0.0008  -0.066  -0.0105
Si  0.0084  -0.074  -0.0157
Si  -0.0042  0.0858  -0.0175
Si  -0.0114  0.0994  -0.0293
Si  -0.0001  0.0677  -0.0166
Si  0.0106  -0.0724  0.0051
Si  0.0094  -0.0613  0.003
Si  -0.0055  -0.0644  -0.013
Si  -0.0209  0.0436  0.0182
Si  0.046  0.0897  -0.0053
Si  -0.0089  0.056  -0.01
Si  0.0068  -0.0484  0.0014
Si  0.0019  -0.0618  -0.0162
Si  -0.052  -0.0566  0.0199
Si  -0.0186  0.0563  0.0057
Si  0.0052  0.0141  0.0153
Si  -0.0721  0.0686  -0.0399
Si  0.0431  -0.0753  0.0111
Si  -0.0168  -0.0402  -0.0089
Si  0.0219  -0.0456  0.0143
Si  -0.0277  -0.0419  0.0479
Si  -0.0294  -0.0252  0.0409
Si  -0.0222  -0.0436  -0.0591
Si  0.0196  0.015  -0.0389
Si  0.0183  0.0217  0.022
Si  -0.0025  0.0033  -0.0018
Si  0.0247  -0.0524  -0.025
Si  0.0327  -0.0705  0.017
Si  -0.0225  -0.0781  -0.0443
Si  -0.0301  0.0459  -0.0219
Si  0.0395  0.0881  -0.0448
Si  -0.0072  0.0518  0.0416
O  0.0332  -0.0614  -0.0118
O  0.0038  0.0027  0.0132
O  -0.0028  -0.0172  0.0435
O  0.0063  0.0156  0.0112
O  -0.0173  -0.0203  0.0055
O  0.0021  0.0266  0.0556
O  -0.0016  0.006  0.0188
O  0.0059  -0.0123  0.0126
O  -0.0013  -0.0267  0.0476
O  0.0316  -0.02  -0.0327
O  0.0217  0.0541  0.0154
O  -0.006  -0.0126  -0.073
O  -0.0458  0.0612  -0.0184
O  0.0418  -0.0353  0.0241
O  -0.0047  -0.0131  -0.0119
O  -0.0229  0.0134  -0.05
O  -0.0091  0.0412  0.0538
O  -0.0155  -0.0266  -0.0351
Si  0.0233  0.0231  0.0757
Si  0.0035  0.0189  -0.0104
Si  0.0169  -0.002  0.0001
Si  0.0114  0.0249  -0.022
Si  -0.0185  0.0104  0.0234
Si  -0.014  0.0363  0.0656
Si  -0.0358  0.0232  -0.0284
Si  -0.0135  0.0138  -0.0271
Si  -0.0092  0.024  -0.0328
Si  0.0016  0.0043  0.0417
Si  0.0235  -0.0223  -0.0038
Si  -0.0232  -0.0107  -0.0003
Si  -0.0079  -0.0081  0.0604
Si  0.016  -0.0066  0.0108
Si  -0.0282  -0.024  0.0243
Si  -0.0037  0.0108  -0.0362
Si  -0.0028  0.0155  -0.028
Si  -0.0161  0.0289  -0.0143
Si  0.0012  -0.0103  -0.0556
Si  0.0163  -0.023  -0.0048
Si  -0.0129  -0.0288  -0.0104
Si  -0.0083  -0.0342  -0.0029
Si  -0.016  -0.0046  -0.0688
Si  0.0255  -0.013  -0.0353
Si  -0.0016  0.0013  -0.0148
Si  0.0088  0.0054  -0.0401
Si  -0.0005  0.0065  0.0191
Si  0.0164  0.0075  0.0923
Si  -0.0206  0.0004  0.078
Si  -0.0215  -0.0004  0.0003
Si  0.0131  -0.0052  -0.0152
Si  -0.0064  0.0152  0.0331
Si  -0.0235  -0.0189  0.0246
Si  -0.0065  0.0347  0.0031
Si  0.0067  -0.0091  0.0196
Si  -0.0173  -0.0367  -0.0135
Si  -0.0213  -0.0175  0.0105
Si  -0.0022  -0.0263  -0.0057
Si  0.0178  0.0142  -0.0759
O  0.0049  -0.0016  -0.0134
O  0.0085  0.0242  -0.0305
O  -0.021  -0.0088  0.007
O  -0.0162  0.0367  0.0168
O  -0.0115  0.0001  0.0228
O  0.0054  -0.0099  -0.0156
O  0.0158  -0.0112  0.0022
O  -0.0007  0.0114  0.0288
O  0.0046  -0.0015  -0.0026
O  -0.0017  -0.013  0.0196
O  -0.0068  -0.019  0.0242
O  0.0019  -0.0061  0.0226
O  0.0058  0.0073  -0.0071
O  0.0146  0.0108  -0.0529
O  -0.0216  0.0204  0.0034
O  -0.0012  0.0002  -0.0411
O  0.0185  0.0033  -0.0082
O  0.0139  0.0074  0.005
O  0.0113  0.0099  0.0221
O  -0.0006  -0.0135  0.0055
O  -0.0098  0.0222  -0.0039
O  0.0024  -0.0107  -0.0139
O  0.0178  -0.0015  -0.0136
O  0.0299  0.0019  0.0232
O  0.0065  -0.003  -0.0291
O  0.0043  0.0055  0.0013
O  0.003  0.0141  -0.0391
O  0.013  0.0093  -0.0151
O  0.0096  -0.0036  0.0337
O  0.0137  -0.0065  -0.0397
O  0.0134  -0.0079  -0.0117
O  -0.0282  -0.0308  -0.0419
O  -0.0106  0.0226  -0.0354
O  -0.0041  0.0055  -0.0305
O  0.0026  -0.0159  0.0201
O  -0.0009  0.0054  -0.0141
O  0.004  0.0132  -0.0135
O  -0.0146  0.0209  0.0025
O  -0.0038  0.0063  -0.0166
O  0.005  -0.0011  -0.0146
O  0.0132  0.0052  0.0047
O  -0.0068  -0.0049  0.04
O  0.0198  -0.0091  0.011
O  -0.0044  0.0111  -0.0274
O  0.0016  -0.0023  0.0122
O  -0.0056  0.0228  -0.0171
O  -0.003  -0.0026  -0.0308
O  -0.0028  -0.0099  -0.0078
O  -0.0022  0.006  0.0095
O  -0.0101  -0.0004  0.0143
O  -0.0001  -0.0018  -0.0206
O  -0.0178  -0.0199  -0.0031
O  0.0055  0.0053  -0.0258
O  -0.0036  -0.0113  0.002
O  0.0007  0.0127  -0.0035
O  -0.0135  -0.0138  0.0225
O  -0.0093  -0.0005  0.0472
O  0.0067  0.004  0.0473
O  0.0006  0.0112  0.0107
O  0.0248  -0.0288  0.0179
O  -0.0031  -0.0144  0.0012
O  -0.0021  0.0132  0.0063
O  -0.0154  -0.0081  0.0034
O  0.0142  -0.0057  0.0023
O  -0.0039  -0.0257  -0.048
O  0.0002  -0.0031  0.0305
O  0.0036  0.0215  -0.0065
O  0.0117  -0.0074  -0.0086
O  0.0094  0.0137  -0.0094
H  0.0069  0.0137  -0.0381
H  -0.0036  0.006  -0.0206
H  -0.0069  0.0142  -0.0483
H  0.0091  0.2797  -0.3822
H  -0.0211  0.2216  -0.3524
H  -0.0192  -0.2187  -0.3687

The program warned: the cutoff lies below the one the program advises for these potential files; the exchange-correlation potential is rough where the density is thin.
